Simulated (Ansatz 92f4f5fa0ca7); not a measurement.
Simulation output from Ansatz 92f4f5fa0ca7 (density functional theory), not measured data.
Periodic cell of 210 atoms, Si128O78B4, from a study of silicon, its oxide and their interface. The atomic structure is a simulated model.
Doubt: the cutoff is far below the 930 eV that the study's wrapper takes by default for these files, so forces and energies are approximate.
This geometry differs little from another in the collection (a relaxation step or a small displacement).

Settings
functional: PBE
potential files: Ansatz PAW
basis: plane waves
wave-function cutoff: 580 eV
density cutoff ratio: 5
exchange-correlation grid ratio: 1
k mesh: 1 x 1 x 1, Gamma-centred
self-consistency stop: 5e-08 eV per atom in the density residual
occupations: fixed
spin: none
net charge: 0

Cell vectors (angstrom)
a 10.938 0 0
b 0 10.938 0
c 0 0 31.2923

Atoms and the computed forces on them: element, x, y, z (angstrom), force x, y, z (eV/angstrom)
B 10.0812 0.7293 24.7048 0.3536 -0.4263 0.0838
Si 5.7847 10.6932 23.9218 0.0458 -0.3457 -0.0975
Si 2.1527 2.964 23.9093 0.0019 0.2485 -0.112
B 8.8749 1.9598 24.7192 -0.382 0.2917 0.0677
Si 0.2648 4.8337 23.893 0.264 0.0121 -0.1739
Si 4.91 5.92 24.027 -0.0911 0.0517 -0.0871
Si 3.2012 7.6548 23.8715 0.013 -0.0607 -0.0397
Si 7.6026 8.8364 23.8434 -0.3196 0.0106 -0.063
Si 1.0687 1.3186 25.2038 -0.1262 -0.468 -0.2379
Si 6.9571 1.3846 25.1642 -0.0279 0.4538 -0.2903
Si 3.9524 4.0651 25.1453 -0.1106 -0.099 0.0687
Si 9.4976 3.8591 25.2107 -0.4112 -0.0638 -0.2796
Si 1.3143 6.7373 25.0363 -0.1041 -0.1295 0.0715
Si 6.7721 6.9252 25.1095 0.0645 0.0959 0.0293
Si 4.0733 9.5357 25.1103 0.0354 0.0421 0.0774
Si 9.4815 9.7446 25.0641 0.411 -0.1077 -0.3346
Si 2.6641 0.01 26.438 0.0723 0.0648 0.0522
Si 8.1765 -0.0024 26.5834 0.3116 0.3653 0.1951
Si -0.01 2.7577 26.6425 -0.0045 -0.0185 0.4353
Si 5.4683 2.7394 26.4525 0.0084 0.0224 0.0381
Si 2.685 5.4875 26.542 0.0413 0.0629 -0.0037
Si 8.1888 5.4636 26.4273 0.0572 0.0845 0.0831
Si -0.0479 8.2377 26.382 0.018 -0.0058 0.0392
Si 5.4378 8.2305 26.5576 0.0191 0.0127 -0.0492
Si 4.1018 1.3673 27.8741 -0.1514 -0.105 -0.5713
Si 9.5708 1.3673 27.8741 -0.0854 -0.1089 0.9369
Si 1.3673 4.1018 27.8741 0.1988 0.3702 0.8705
Si 6.8362 4.1018 27.8741 -0.1738 0.1583 -0.4366
Si 4.1018 6.8362 27.8741 -0.1561 -0.0098 0.2999
Si 9.5708 6.8362 27.8741 -0.0478 0.0102 -0.7141
Si 1.3673 9.5708 27.8741 -0.2299 -0.2204 -0.5543
Si 6.8362 9.5708 27.8741 -0.348 -0.2705 0.7843
Si 0 0 29.2413 -0.1249 0.0292 0.0151
Si 5.469 0 29.2413 0.0763 -0.0127 -0.0289
Si 2.7345 2.7345 29.2413 0.0088 0.0622 0.0009
Si 8.2035 2.7345 29.2413 0.0567 -0.1092 -0.0017
Si 0 5.469 29.2413 0.0936 -0.0254 0.0092
Si 5.469 5.469 29.2413 0.003 0.0165 -0.0153
Si 2.7345 8.2035 29.2413 0.0254 -0.0932 -0.0267
Si 8.2035 8.2035 29.2413 0.0075 0.0391 -0.0502
Si 1.3673 1.3673 30.6086 0.0298 -0.0338 -0.0362
Si 6.8362 1.3673 30.6086 -0.1103 0.0681 0.0141
Si 4.1018 4.1018 30.6086 -0.0036 -0.0621 -0.0069
Si 9.5708 4.1018 30.6086 -0.0692 0.0493 0.0014
Si 1.3673 6.8362 30.6086 -0.0986 0.0216 0.0094
Si 6.8362 6.8362 30.6086 -0.0426 -0.0092 -0.0303
Si 4.1018 9.5708 30.6086 -0.046 -0.0132 -0.0033
Si 9.5708 9.5708 30.6086 0.0344 -0.1007 -0.0123
Si 2.7345 0 0.6835 -0.0051 0.065 0.0209
Si 8.2035 0 0.6835 0.062 0.0046 -0.0002
Si 0 2.7345 0.6835 0.0761 -0.036 -0.0088
Si 5.469 2.7345 0.6835 0.0418 0.0225 0.0261
Si 2.7345 5.469 0.6835 0.0585 -0.0333 0.0021
Si 8.2035 5.469 0.6835 0.0045 0.0352 0.0238
Si 0 8.2035 0.6835 -0.0561 0.047 0.0324
Si 5.469 8.2035 0.6835 0.1009 -0.067 -0.018
Si 4.1018 1.3673 2.0507 0.044 0.0077 0.0395
Si 9.5708 1.3673 2.0507 -0.0235 0.1072 0.0281
Si 1.3673 4.1018 2.0507 -0.1141 0.0155 0.0116
Si 6.8362 4.1018 2.0507 -0.0369 -0.0667 0.0059
Si 4.1018 6.8362 2.0507 -0.0158 0.114 0.0089
Si 9.5708 6.8362 2.0507 0.051 0.0092 0.0089
Si 1.3673 9.5708 2.0507 0.0251 -0.07 -0.0093
Si 6.8362 9.5708 2.0507 -0.0681 -0.0031 0.0337
Si 0 0 3.418 0.3962 0.2254 0.557
Si 5.469 0 3.418 0.2785 0.3155 -0.6627
Si 2.7345 2.7345 3.418 0.0897 -0.0446 0.8764
Si 8.2035 2.7345 3.418 0.1267 0.0083 -0.4547
Si 0 5.469 3.418 -0.0987 -0.2394 -0.7743
Si 5.469 5.469 3.418 -0.0233 -0.2775 0.473
Si 2.7345 8.2035 3.418 0.0097 -0.002 -0.6417
Si 8.2035 8.2035 3.418 0.1512 0.0643 0.582
Si 1.4404 1.3194 4.9348 0.0129 0.0394 -0.0114
Si 6.8748 1.347 4.7325 -0.0259 -0.0005 0.056
Si 4.0993 4.1107 4.9059 -0.0642 -0.0608 -0.0231
Si 9.6027 4.0894 4.7264 -0.018 -0.044 0.0186
Si 1.4128 6.7695 4.6969 0.0769 0.0973 -0.3805
Si 6.8213 6.8186 4.8217 0.0295 0.0048 -0.0635
Si 4.1014 9.6009 4.7177 -0.2072 -0.2717 -0.2447
Si 9.6617 9.5534 4.8398 -0.0622 -0.0614 -0.0453
Si 2.8702 -0.1746 6.3414 -0.5556 0.115 0.3078
Si 8.2725 0.0463 6.1459 -0.0292 -0.0839 -0.1198
Si 0.0521 2.8602 6.2099 0.0541 0.0407 -0.0309
Si 5.5445 2.6394 6.2085 -0.0346 -0.0485 -0.0313
Si 2.757 5.6491 6.2531 0.4449 0.0312 0.1671
Si 8.3015 5.4709 6.1283 0.0945 0.1257 -0.1126
Si 0.3021 8.2389 6.0925 0.2021 0.5562 0.109
Si 5.3003 8.1502 6.0728 -0.0106 -0.5259 0.2285
Si 4.8871 0.6718 7.4871 0.3838 -0.0809 0.0328
Si 9.1415 1.9519 7.3801 -0.0175 0.0615 0.0417
Si 0.9171 4.7383 7.5164 -0.284 0.0605 0.0387
Si 7.3744 3.6518 7.3475 0.059 -0.0603 0.0681
B 3.4022 7.574 6.6361 0.4077 -0.3993 -0.1177
Si 10.0932 6.5776 7.2929 -0.0002 -0.312 0.1208
B 2.2225 8.8239 6.6454 -0.4077 0.5191 -0.1116
Si 6.5469 9.7722 7.216 -0.0775 0.3952 0.121
O 7.0314 3.9935 8.9475 -0.0213 0.0203 0.0499
O 9.5844 1.8092 8.9844 0.0013 -0.0039 0.0781
O 5.0512 1.0113 9.1226 -0.0534 0.0248 -0.0119
O 7.2518 9.103 8.5788 0.002 -0.0648 -0.0177
O 9.4248 7.3675 8.6106 0.0472 0.0493 -0.0417
O 1.2663 4.2505 9.0797 0.0339 -0.0141 -0.0345
O 10.3393 5.359 22.5527 -0.0566 0.0103 0.0295
O 2.7802 2.1131 22.5936 -0.0316 -0.0538 0.0423
O 2.9834 7.8599 22.2264 0.0272 -0.0033 -0.0722
O 5.2328 5.5691 22.4397 0.0009 -0.0043 -0.0267
O 5.0262 0.4729 22.5987 -0.0011 0.0463 0.0209
O 7.9665 8.2713 22.3278 0.0451 0.0109 0.0258
Si 4.5194 8.2065 14.4817 -0.0047 0.0152 -0.0099
Si 4.1686 1.6464 21.8396 -0.0129 0.0329 0.0016
Si 3.9519 1.4307 15.3113 0.0063 -0.0144 -0.0194
Si 5.8579 1.203 10.5265 -0.0158 -0.0256 0.0146
Si 8.0234 7.8633 9.3016 0.0011 -0.0033 0.0212
Si 7.2972 1.5307 14.6593 -0.0041 -0.0218 -0.002
Si 5.8333 7.8393 19.0686 0.0086 -0.0039 0.0161
Si 8.5763 10.5889 18.8666 -0.0062 -0.0249 -0.0038
Si 5.0227 4.5332 21.2168 -0.0258 -0.012 0.0096
Si 10.5584 2.8518 12.6495 0.0122 -0.0241 -0.028
Si 1.1368 5.0239 16.9485 -0.0082 0.0092 0.0026
Si 3.2459 8.3005 20.6812 0.0033 0.0078 0.0139
Si 4.6109 9.8805 17.1137 0.004 0.0098 -0.009
Si 9.3362 4.5053 18.4551 -0.0028 -0.0014 0.0402
Si 8.431 8.2365 20.7777 0.0497 0.0231 -0.0137
Si 6.5012 4.9914 18.6712 0.0124 -0.0067 0.0335
Si 1.0067 2.2696 15.496 0.008 -0.0022 0.0036
Si 2.8613 0.0682 19.5238 0.0061 -0.015 -0.0039
Si 4.6044 3.9836 11.5151 0.0205 -0.0203 -0.0079
Si 0.3947 9.342 15.8617 -0.0019 -0.0038 -0.0118
Si 9.1332 1.0823 10.3685 -0.0236 -0.0089 -0.035
Si 9.2325 10.4831 14.2043 -0.0153 -0.0099 -0.0098
Si 6.7988 5.1532 10.0709 0.03 -0.0254 -0.0344
Si 7.4544 2.2533 17.8027 -0.0013 -0.0089 -0.0006
Si 8.7714 5.2302 12.5516 -0.0104 0.0081 -0.0359
Si 0.4152 0.5636 17.8957 -0.0156 -0.0001 -0.0098
Si 2.3884 5.6409 19.7071 -0.0114 -0.0069 0.0425
Si 5.0723 10.8891 13.146 0.0041 0.0013 -0.0158
Si 10.4273 5.7506 20.9754 -0.0354 -0.0298 0.0274
Si 1.6004 4.4777 10.6603 0.0322 0.0263 0.0384
Si 9.6508 9.2512 11.3117 0.0046 0.0149 -0.0068
Si 6.9921 6.472 14.8897 -0.007 0.0119 0.0007
Si 1.8575 7.1359 14.7034 0.0053 0.0028 -0.0095
Si 8.6104 8.5737 16.3526 0.0056 0.0175 0.012
Si 0.3912 6.8668 11.9292 0.0105 -0.0023 -0.022
Si 5.5296 3.8524 14.4673 -0.0028 -0.0112 -0.0069
O 9.8023 1.7612 11.6925 0.0186 0.012 0.0338
O 3.0713 3.8997 11.0215 0.0149 0.001 0.0025
O 4.2477 8.7637 15.9919 -0.0036 -0.0058 0.0047
O 0.1252 8.4142 11.4436 0.0055 -0.0034 0.0101
O 10.0015 0.4015 18.7521 0.0168 0.0144 0.0217
O 0.8746 6.7343 13.4795 0.0079 0.0121 0.0035
O 0.6247 3.6367 11.643 -0.0071 -0.0003 -0.0056
O 8.6272 9.805 20.3075 -0.0037 0.0027 -0.015
O 9.7104 4.6119 20.0426 -0.0026 -0.0215 -0.0501
O 3.5298 10.2734 18.2407 -0.0075 0.0023 -0.0014
O 3.4077 7.0385 14.2096 0.0003 -0.0046 -0.0052
O 8.4085 8.3248 10.812 0.0086 -0.0062 -0.016
O 3.6078 4.8314 20.4361 -0.0044 0.0097 -0.0402
O 4.7737 0.3729 16.2861 -0.0025 0.0002 -0.0026
O 9.7547 7.2379 20.6853 -0.0063 0.0133 0.0136
O 7.4893 1.0835 10.4207 -0.0058 0.0046 0.0155
O 4.8431 8.2901 20.3058 0.0015 -0.0093 -0.0292
O 3.9921 1.0386 13.7141 -0.0056 0.0086 0.0093
O 5.0892 2.988 21.7295 0.0023 -0.0049 -0.013
O 4.4576 9.4109 13.3988 -0.0057 -0.0107 -0.0021
O 2.1353 4.9637 18.2437 0.0052 -0.0025 -0.0175
O 8.0098 5.4223 18.2316 -0.0067 0.0064 -0.009
O 5.2717 5.1789 10.629 -0.0197 0.0043 0.0182
O 6.8089 2.9361 13.9983 0.0032 0.0135 -0.0089
O 0.0941 1.6508 16.71 0.0032 -0.0001 -0.0055
O 1.6494 8.7004 15.092 -0.0018 -0.0005 -0.0057
O 7.3029 1.7029 16.2761 0 0.0014 -0.005
O 5.9802 7.5586 14.2578 0.0075 -0.0091 -0.0021
O 9.4612 3.9163 13.2193 -0.0027 -0.0029 0.0142
O 5.3415 0.0423 11.5544 -0.0114 -0.0197 -0.0093
O 1.4652 6.0937 10.9683 -0.0162 -0.019 0.0233
O 2.6573 7.2452 19.5747 0.0007 0.0001 -0.023
O 6.4124 0.3014 14.0244 0.0064 0.0028 0.0035
O 7.7508 4.825 11.3538 0.0088 0.0078 0.0381
O 9.7766 10.5097 10.2833 0.0125 -0.0153 -0.0022
O 4.7199 4.3034 13.1211 0.0057 0.0138 0.0147
O 1.0707 5.6053 20.6473 0.0087 -0.0157 0.0043
O 6.1176 5.1386 15.3091 0.0023 -0.0016 0.0009
O 1.3377 3.8024 15.9074 0.0018 0.002 -0.0017
O 5.5615 6.3423 18.3554 -0.0122 0.0073 -0.017
O 2.3808 1.4091 15.6704 -0.0083 0.0024 -0.003
O 7.4396 0.8593 18.7229 -0.0079 0.0163 0.007
O 7.01 6.5994 9.3687 0.0036 0.0081 0.0038
O 6.3205 4.7646 20.2724 0.0115 -0.0099 -0.0347
O 8.2279 9.6108 15.1524 0.0026 -0.0041 -0.0029
O 5.4256 2.62 11.1918 -0.0174 0.026 0.0106
O 7.2843 7.6584 19.7814 -0.0304 -0.0036 -0.0111
O 10.5362 5.0567 17.5026 0.0041 0.0012 -0.0207
O 8.8026 1.1179 14.2103 0.0088 0.0097 -0.0048
O 6.3041 3.4354 18.0595 -0.0056 -0.0059 -0.0021
O 4.5817 2.9433 15.4546 0.002 0.0095 0.0012
O -0.2055 10.4436 14.821 0.0048 -0.0017 -0.002
O 1.5912 0.9389 18.9684 -0.0078 0.0024 0.0113
O 8.0779 6.0689 13.7548 0.0018 0.0021 -0.0027
O 3.8184 1.109 20.3327 -0.0025 -0.0071 0.002
O 8.4393 9.4046 17.7401 0.0022 -0.0126 -0.0177
O 8.9045 2.9787 18.0694 0.009 -0.0034 -0.0053
O 2.5084 9.7574 20.5285 -0.0222 0.0188 -0.0038
O 1.5255 6.3175 16.0575 0.0001 0.0012 0.0029
O 9.8968 6.1286 11.8196 -0.017 -0.004 0.0075
O 7.733 7.209 16.1601 0 -0.0102 -0.0129
O 5.7844 9.076 17.9677 -0.006 0.0015 -0.0076
O 0.8413 10.0692 17.2333 0.008 -0.0004 -0.0012
O 10.2006 8.1982 16.1917 0.0051 -0.0034 -0.0088
O 0.4322 2.2531 13.9564 -0.0036 0.0015 -0.0005
O 9.1928 9.8258 12.7459 0.0041 0.0107 0.0152

Results
free energy: -126347.953 eV
free energy less fixed offsets of B -154.04, O -568.88, Si -635.61 eV per atom: -1.073 eV

The program warned: the cutoff lies below the one the program advises for these potential files; the exchange-correlation potential is rough where the density is thin.
